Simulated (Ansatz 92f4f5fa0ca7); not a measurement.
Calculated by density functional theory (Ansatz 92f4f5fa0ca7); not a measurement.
Periodic cell of 215 atoms, Si131O82As2, from a study of silicon, its oxide and their interface. The atomic structure is a simulated model.
Doubt: the cutoff is far below the 930 eV that the study's wrapper takes by default for these files, so forces and energies are approximate.
This geometry differs little from another in the collection (a relaxation step or a small displacement).

Settings
functional: PBE
potential files: Ansatz PAW
basis: plane waves
wave-function cutoff: 580 eV
density cutoff ratio: 5
exchange-correlation grid ratio: 1
k mesh: 1 x 1 x 1, Gamma-centred
self-consistency stop: 5e-08 eV per atom in the density residual
occupations: fixed
spin: none
net charge: 0

Cell vectors (angstrom)
a 10.938 0 0
b 0 10.938 0
c 0 0 31.5432

Atoms: element, x, y, z (angstrom)
Si 10.4401 0.5701 24.3376
Si 6.0465 10.4958 24.1404
Si 2.1343 3.2436 24.0859
Si 8.7102 2.2553 24.3022
Si 0.503 5.049 24.1584
Si 5.0554 5.8937 24.1972
Si 3.3982 7.6475 24.153
Si 7.834 8.8246 23.993
Si 1.3496 1.4708 25.4531
Si 6.9154 1.3049 25.4803
Si 4.0328 4.0966 25.325
Si 9.6617 4.1019 25.4087
Si 1.4957 6.8152 25.3551
Si 6.8998 6.945 25.2452
Si 4.2269 9.5342 25.3309
Si 9.5386 9.6347 25.4287
Si 2.7842 -0.0035 26.6519
Si 8.2164 -0.0275 26.9228
Si 0.0123 2.77 26.8997
Si 5.4541 2.7319 26.6725
Si 2.7527 5.4384 26.8233
Si 8.2243 5.5191 26.6379
Si 0.0442 8.2015 26.6559
Si 5.5459 8.2005 26.7829
Si 4.116 1.3584 28.0691
Si 9.5864 1.3726 28.2462
Si 1.3865 4.1272 28.2448
Si 6.8383 4.1343 28.0219
Si 4.1532 6.8238 28.1359
Si 9.6008 6.8443 28.048
Si 1.4022 9.5761 28.0411
Si 6.8342 9.5368 28.2441
Si 0.0394 -0.0261 29.5017
Si 5.4527 0.011 29.5017
Si 2.7617 2.7095 29.5017
Si 8.1776 2.7661 29.488
Si -0.0179 5.4973 29.5039
Si 5.4946 5.4537 29.4886
Si 2.7469 8.2025 29.4665
Si 8.2418 8.1688 29.5043
Si 1.3673 1.3673 30.8594
Si 6.8362 1.3673 30.8594
Si 4.1018 4.1018 30.8594
Si 9.5708 4.1018 30.8594
Si 1.3673 6.8362 30.8594
Si 6.8362 6.8362 30.8594
Si 4.1018 9.5708 30.8594
Si 9.5708 9.5708 30.8594
Si 2.7345 0 0.6835
Si 8.2035 0 0.6835
Si 0 2.7345 0.6835
Si 5.469 2.7345 0.6835
Si 2.7345 5.469 0.6835
Si 8.2035 5.469 0.6835
Si 0 8.2035 0.6835
Si 5.469 8.2035 0.6835
Si 4.1321 1.3317 2.0382
Si 9.539 1.3829 2.0321
Si 1.3352 4.128 2.0485
Si 6.8536 4.0698 2.0605
Si 4.08 6.8591 2.0335
Si 9.5989 6.8081 2.0497
Si 1.3779 9.5571 2.0623
Si 6.8443 9.559 2.0583
Si -0.0633 -0.0149 3.3254
Si 5.4813 -0.0265 3.469
Si 2.7027 2.7017 3.2945
Si 8.1995 2.6922 3.4988
Si -0.0181 5.4671 3.5107
Si 5.4572 5.48 3.3092
Si 2.7375 8.1933 3.4861
Si 8.2448 8.1768 3.3766
Si 1.3028 1.3543 4.6555
Si 6.8753 1.2712 4.8866
Si 4.0633 4.0918 4.6336
Si 9.5291 4.0922 4.8845
Si 1.3291 6.8803 4.8839
Si 6.8559 6.7933 4.6951
Si 4.1282 9.5451 4.8622
Si 9.5875 9.5532 4.7576
Si 2.5841 -0.0412 6.0808
Si 8.2463 -0.1395 6.2712
Si -0.0701 2.6155 6.161
Si 5.4873 2.8008 6.0334
Si 2.782 5.485 6.0985
Si 8.1082 5.4435 6.2125
Si -0.0019 8.2971 6.2635
Si 5.5748 8.1452 6.1457
As 3.5551 1.8874 7.0691
Si 10.0151 0.8228 7.4993
As 1.7069 3.7111 7.3664
Si 6.2303 4.5396 7.4157
Si 4.6599 6.3287 7.2752
Si 9.1698 7.1949 7.3637
Si 0.8802 10.1525 7.5659
Si 7.4064 8.8923 7.4957
O 4.6093 6.6554 8.8934
O 0.9944 4.0367 9.0599
O 9.7507 6.5762 8.7927
O 1.2789 10.132 9.1939
O 6.0423 4.2244 9.0421
O 3.508 1.5659 8.8535
O 7.1016 8.9929 9.1334
O 9.62 1.0762 9.0897
O 8.2477 2.5264 22.7426
O 11.005 5.5473 22.6377
O 5.6439 0.0763 22.6253
O 5.3071 5.398 22.6355
O 2.1491 2.7923 22.4839
O 3.3363 7.8439 22.4994
O 8.3826 8.7402 22.4133
O -0.1698 11.2341 22.748
Si 2.145 3.0357 12.908
Si 8.6532 1.3143 10.3768
Si 1.0526 4.5243 15.37
Si 7.5057 5.5911 12.206
Si 2.416 8.1833 21.2059
Si 5.3678 7.7862 12.4687
Si 9.2364 0.473 15.5199
Si 2.9001 -0.0321 16.6562
Si 10.4438 1.2186 12.6386
Si 7.7687 2.8293 21.2335
Si 9.1097 8.8007 14.4793
Si 1.3715 4.8538 10.4214
Si 4.48 9.4913 19.1267
Si 11.0748 6.1008 21.1095
Si 6.5912 10.4597 14.8514
Si 5.3942 0.7306 21.1664
Si 2.322 9.8009 10.4204
Si 0.4322 10.6302 21.3861
Si 5.8619 5.2502 21.1264
Si 3.6203 7.0933 10.0886
Si 9.0314 5.7002 14.8368
Si 3.6639 4.0808 19.1036
Si 10.0276 3.6653 19.3184
Si 4.2306 8.6724 15.3617
Si 0.4382 1.9252 17.1607
Si 6.7909 7.5364 19.243
Si 5.2362 3.6335 16.7357
Si 7.7765 5.016 17.5212
Si 6.6334 9.9333 10.3836
Si 4.3205 1.045 10.1447
Si -0.0739 9.1383 11.9265
Si 9.1009 8.6306 20.9386
Si 4.5345 1.6817 14.5714
Si 2.4487 2.0783 21.0498
Si 6.2992 3.3336 10.3847
Si 3.4105 5.9277 16.7567
Si 9.8265 6.6343 10.4134
O 0.1295 2.6364 18.5933
O 2.9001 9.6379 15.5852
O 10.8569 4.812 20.1363
O 7.5413 2.3971 9.9255
O 10.9235 5.5563 10.9925
O 6.532 6.7209 12.8766
O 10.1815 8.1929 10.7891
O 7.6464 9.4702 14.0095
O 8.3498 6.2533 10.9821
O 5.3602 10.4931 20.0545
O 2.1367 3.8235 11.4637
O 7.9711 8.5484 19.7586
O 6.2038 6.7259 20.5374
O 5.4913 2.7279 15.4045
O 1.3113 0.9192 20.6994
O 6.0239 9.0403 11.6189
O 4.576 4.9908 16.1083
O 6.5738 3.9229 17.6279
O 10.5576 10.7282 11.8616
O 5.5633 0.5105 13.9889
O 8.0175 5.09 15.9274
O 9.7044 9.8345 15.6045
O -0.4052 5.1679 15.1098
O 1.5683 6.8414 20.7912
O 1.4873 0.6463 17.1751
O 6.5948 1.7768 20.8024
O 0.9698 1.8902 12.872
O 3.2623 5.5067 18.3542
O 9.4835 2.0327 11.5994
O 0.9824 3.1066 16.1761
O 8.5603 5.1662 13.3735
O 10.2594 8.608 13.3359
O 1.4474 9.397 21.6953
O 10.0836 9.9292 20.6072
O 3.1727 0.1682 10.969
O 5.0362 2.3691 10.8281
O 1.7913 4.2118 13.9651
O 7.8969 10.8668 10.8654
O 9.1204 4.4612 18.2288
O 5.61 9.5041 15.7683
O 5.4967 -0.0137 9.7671
O 3.5761 2.3306 13.3878
O 1.9326 5.6655 16.125
O 9.6823 1.0835 14.0693
O 4.3331 6.9496 11.5337
O 4.767 4.4658 20.2279
O 9.9267 1.3485 16.6804
O 6.6533 4.3096 11.6499
O 5.5786 8.4073 18.5742
O 9.0776 2.7325 20.2666
O 3.5855 1.1401 15.7736
O 4.2056 3.0785 17.9042
O 9.9125 7.2167 20.8918
O 3.3124 8.6675 9.8008
O 3.915 7.4334 16.3839
O 7.601 0.4923 15.7158
O 8.9047 7.3111 15.0571
O 3.9332 1.4322 21.1581
O 1.5498 9.0948 11.6967
O 2.3229 6.1314 10.0595
O 7.353 6.4674 18.1408
O 7.2322 4.3674 21.1272
O 4.5082 8.2451 13.7959
O 3.329 8.6756 19.9558
O 2.496 3.2387 19.884
O 3.7333 10.3741 17.9661

Results
free energy: -139623.128 eV
free energy less fixed offsets of As -4856.12, O -568.88, Si -635.61 eV per atom: 2.182 eV

Forces (eV/angstrom), in the order of the atoms: element, x, y, z
Si 0.0139 0.0192 0.006
Si 0.007 0.0394 0.0273
Si 0.0004 -0.0233 0.0209
Si -0.0358 -0.0104 0.0307
Si 0.0029 0.0271 0.0177
Si 0.0236 -0.0138 0.0026
Si -0.0124 -0.0087 0.0071
Si 0.015 -0.0226 0.0094
Si -0.0269 0.0385 0.0523
Si 0.0212 -0.0238 0.0688
Si -0.0356 0.0238 0.0247
Si 0.031 -0.0348 0.0441
Si 0.0127 -0.0141 0.0371
Si -0.0204 0.0192 0.0061
Si 0.0043 -0.0198 0.0236
Si -0.0563 0.0181 0.0657
Si 0.0025 0.0291 -0.1328
Si 0.0107 -0.0143 0.2115
Si 0.0148 -0.0096 0.2035
Si -0.0016 -0.0134 -0.1111
Si 0.0168 -0.0092 0.1223
Si 0.0138 0.0205 -0.1281
Si 0.0127 0.0355 -0.1212
Si 0.0283 -0.0004 0.0983
Si 0.016 0.0126 0.0541
Si -0.0158 0.0129 -0.3588
Si -0.0135 -0.0457 -0.3472
Si 0.0248 -0.0715 0.1342
Si -0.1024 0.0313 -0.0987
Si -0.0071 -0.0089 0.0976
Si -0.0226 -0.0157 0.1312
Si 0.0495 0.1073 -0.3329
Si 0.0306 -0.0633 -0.0148
Si 0.0141 -0.0018 0.0596
Si 0.0029 -0.0179 0.0419
Si -0.0545 0.0512 0.0293
Si -0.0117 -0.005 0.0821
Si 0.0271 -0.0309 -0.0284
Si 0.0114 -0.023 -0.0018
Si 0.0166 -0.0321 0.0197
Si 0.2086 -0.0239 0.152
Si -0.1616 0.1529 -0.054
Si 0.1089 -0.1111 0.0461
Si -0.1408 0.1461 -0.032
Si 0.0028 0.2073 -0.0959
Si 0.1501 -0.1842 0.0997
Si -0.17 0.071 -0.0358
Si 0.192 -0.1155 0.0915
Si 0.0108 -0.2713 0.0303
Si -0.1901 0.0509 -0.1023
Si -0.1103 0.1454 -0.1291
Si 0.2058 -0.0835 0.0145
Si -0.1869 0.0365 -0.1303
Si 0.0349 -0.2415 0.1364
Si 0.258 -0.051 0.0784
Si -0.0343 0.1461 -0.061
Si 0.0262 -0.0122 -0.0338
Si -0.0247 0.133 -0.0245
Si -0.0295 0.0454 -0.0473
Si 0.0595 -0.0884 -0.1102
Si -0.136 0.0336 -0.0302
Si 0.0129 -0.0179 -0.0627
Si 0.0859 -0.0076 -0.1153
Si 0.0244 -0.0134 0.0226
Si 0.1527 -0.2788 0.3269
Si -0.0136 0.021 -0.0006
Si -0.0103 0.0567 0.5242
Si -0.231 -0.0017 -0.0839
Si 0.0637 -0.0645 -0.0234
Si 0.311 -0.085 0.4041
Si 0.0357 0.2374 -0.0701
Si -0.1054 0.0073 0.2213
Si 0.0112 0.133 0.082
Si 0.147 0.1754 0.042
Si -0.1704 -0.0158 0.0585
Si -0.0672 -0.1661 0.1866
Si 0.1692 0.0912 0.137
Si -0.0654 -0.0337 -0.1577
Si -0.2183 -0.1555 0.0969
Si -0.0042 0.0509 -0.0971
Si 0.0164 -0.4924 -0.1361
Si -0.1297 -0.1338 -0.0506
Si 0.2962 0.1729 -0.3311
Si 0.5686 0.0968 -0.0367
Si -0.1836 -0.2267 -0.2746
Si -0.043 0.0135 -0.0316
Si 0.0262 0.0749 -0.0482
Si 0.135 0.1336 -0.0704
As -0.4459 0.0559 -0.2255
Si -0.0285 0.0104 0.1006
As 0.3038 -0.1619 0.598
Si -0.0075 0.0826 -0.1407
Si 0.0127 -0.0908 0.026
Si -0.0216 0.0133 -0.058
Si 0.0401 -0.0321 -0.0632
Si 0.0377 -0.0105 -0.0861
O -0.0263 -0.0084 0.0159
O -0.486 0.385 0.528
O -0.0024 -0.0085 0.073
O 0.0217 0.007 -0.0293
O 0.0012 -0.0331 -0.0197
O -0.0219 0.1438 -0.6244
O -0.0099 0.0403 0.1607
O 0.0182 -0.0066 0.0306
O -0.0039 0.0026 -0.008
O -0.0066 -0.0023 -0.0074
O -0.0048 -0.0026 -0.0027
O -0.0032 0.0006 0.0002
O 0.002 -0.0052 -0.024
O 0.003 0.009 0.008
O -0.0045 0.0075 -0.0055
O 0.0027 -0.0007 0.0034
Si -0.0082 0.041 0.0065
Si -0.0054 -0.0098 -0.0173
Si 0.0017 0.0158 0.0208
Si 0.024 0.0275 -0.0056
Si -0.0112 0.0041 -0.0056
Si -0.0111 -0.0108 0.0083
Si -0.0156 -0.0094 0.0464
Si -0.005 -0.008 0.0227
Si -0.0023 -0.0171 0.0298
Si 0.0113 0.0093 -0.0177
Si -0.0199 0.0002 0.0182
Si -0.0901 -0.0714 -0.3198
Si 0.0047 0.0032 0.0131
Si -0.0004 0.0002 -0.0081
Si 0.0285 -0.0122 0.031
Si -0.0124 -0.0006 -0.0177
Si -0.0996 -0.1604 -0.0247
Si 0.0071 0.0018 -0.0071
Si 0.0009 0.0062 -0.0024
Si -0.0462 -0.0876 0.0302
Si 0.0087 0.0098 0.0193
Si -0.0084 0.0023 0.0193
Si -0.0106 0.0055 0.0202
Si -0.0132 0.0047 0.0428
Si 0.0037 0.0046 0.0302
Si -0.0003 0.001 0.0153
Si -0.0044 0.0152 0.0303
Si -0.0011 0.0074 0.0167
Si -0.0322 -0.0599 -0.0847
Si 0.2153 -0.1071 -0.0106
Si -0.0135 -0.0667 0.0066
Si -0.0015 0.0052 0
Si -0.0073 0.0056 0.0482
Si -0.0028 0.0068 0.0048
Si 0.1231 0.0721 -0.019
Si 0.0009 0.0017 0.0204
Si 0.0069 -0.0364 -0.088
O -0.0016 -0.0016 -0.0126
O -0.0024 -0.0011 -0.0118
O -0.0023 -0.0013 -0.0057
O -0.0307 0.0204 0.0541
O 0.0184 -0.0086 0.0881
O -0.0068 0.0123 0.0005
O -0.0043 0.0565 0.0047
O -0.0159 0.0007 -0.0201
O -0.036 -0.0012 0.0222
O -0.0053 0.0006 -0.0059
O -0.0076 -0.0218 0.054
O -0.0009 -0.0014 -0.0079
O -0.0031 0.0025 -0.0065
O -0.0041 -0.0081 -0.0193
O -0.0068 0.0011 -0.0008
O -0.0077 0.0354 -0.0039
O 0.0056 0.0032 -0.0096
O -0.0053 -0.0038 -0.0127
O -0.018 0.0266 -0.02
O -0.008 0.0038 -0.0292
O -0.0055 -0.0048 -0.0083
O 0.006 0.004 -0.0124
O -0.0084 -0.0027 -0.006
O -0.003 0.0031 0.0023
O -0.0039 0.0022 -0.0053
O -0.0007 0.0006 0.0041
O -0.0075 -0.0211 -0.0074
O -0.0017 0.0061 -0.0177
O -0.0073 0.0215 -0.0189
O -0.0052 0.0068 -0.0206
O -0.0143 -0.0101 -0.0118
O 0.0068 0.0177 -0.0111
O -0.0019 -0.0017 -0.0111
O -0.0055 -0.0005 -0.0025
O 0.0663 0.2146 -0.0969
O -0.1491 -0.1025 -0.003
O -0.0067 0.0014 0.0094
O 0.003 0.0224 0.0124
O -0.0052 0.001 -0.0115
O 0.0009 0.0062 -0.0153
O -0.0771 0.0811 -0.0182
O -0.0109 0.0018 -0.0181
O -0.0032 -0.0081 -0.0125
O 0.0072 0.0156 -0.0292
O 0.0063 0.0158 0.0098
O -0.0066 0.001 -0.0085
O -0.004 -0.0046 -0.018
O -0.0128 -0.0385 -0.0129
O -0.0058 0.0048 -0.0066
O 0.0058 0.0054 -0.0152
O 0.0075 0.0159 -0.0192
O 0.0057 -0.0023 -0.0178
O 0.0031 -0.0014 -0.0019
O -0.0029 0.0382 0.0346
O 0.0007 0.0041 -0.0187
O -0.0026 0.0081 -0.0125
O -0.0045 0.0091 -0.0151
O 0.0097 0.0015 -0.003
O 0.039 0.0426 -0.0323
O 0.0438 0.0395 0.0259
O -0.0023 -0.0034 -0.0092
O -0.0019 -0.0093 0.0017
O 0.0124 -0.0026 -0.0338
O 0.0029 0.0001 -0.009
O 0.0047 0.0056 -0.0114
O -0.0063 0.0045 -0.0181

The program warned: the cutoff lies below the one the program advises for these potential files; the exchange-correlation potential is rough where the density is thin.
